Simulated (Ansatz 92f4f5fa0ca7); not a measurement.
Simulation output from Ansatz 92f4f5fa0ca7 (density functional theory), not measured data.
Periodic cell of 221 atoms, Si132O88H1, from a study of silicon, its oxide and their interface. The atomic structure is a simulated model.
Doubt: the cutoff is far below the 930 eV that the study's wrapper takes by default for these files, so forces and energies are approximate.
This geometry differs little from another in the collection (a relaxation step or a small displacement).

Settings: functional PBE; potential files Ansatz PAW; basis plane waves; wave-function cutoff 580 eV; density cutoff ratio 5; exchange-correlation grid ratio 1; k mesh 1 x 1 x 1, Gamma-centred; self-consistency stop 5e-08 eV per atom in the density residual; occupations fixed; spin none; net charge +1 e, with a uniform compensating background and no finite-size correction.

Cell vectors (angstrom)
a, 10.938, 0, 0
b, 0, 10.938, 0
c, 0, 0, 32.2887

Atoms: element, x, y, z (angstrom)
Si, -0.1235, 0.1955, 24.7523
Si, 5.6843, -0.2795, 24.7247
Si, 2.423, 2.9978, 24.9046
Si, 8.5376, 2.4397, 24.5852
Si, 0.1811, 5.2187, 24.9312
Si, 5.2885, 5.8301, 24.8785
Si, 2.9281, 7.9464, 24.8498
Si, 7.8905, 8.4056, 24.9819
Si, 1.3326, 1.376, 26.1861
Si, 6.8577, 1.3758, 25.9657
Si, 4.1282, 4.1296, 26.0851
Si, 9.5119, 4.0279, 26.1143
Si, 1.366, 6.812, 26.1922
Si, 6.7746, 6.8882, 26.3303
Si, 4.0718, 9.591, 26.1025
Si, 9.6036, 9.5794, 26.0916
Si, 2.7289, 0.0097, 27.4973
Si, 8.2049, 0.0208, 27.4548
Si, -0.0363, 2.7359, 27.5374
Si, 5.4956, 2.7257, 27.4289
Si, 2.7614, 5.4506, 27.5255
Si, 8.2015, 5.4471, 27.5108
Si, -0.0051, 8.2127, 27.4981
Si, 5.3934, 8.2698, 27.5788
Si, 4.1018, 1.3673, 28.8705
Si, 9.5708, 1.3673, 28.8705
Si, 1.3673, 4.1018, 28.8705
Si, 6.8362, 4.1018, 28.8705
Si, 4.1018, 6.8362, 28.8705
Si, 9.5708, 6.8362, 28.8705
Si, 1.3673, 9.5708, 28.8705
Si, 6.8362, 9.5708, 28.8705
Si, 0, 0, 30.2377
Si, 5.469, 0, 30.2377
Si, 2.7345, 2.7345, 30.2377
Si, 8.2035, 2.7345, 30.2377
Si, 0, 5.469, 30.2377
Si, 5.469, 5.469, 30.2377
Si, 2.7345, 8.2035, 30.2377
Si, 8.2035, 8.2035, 30.2377
Si, 1.3673, 1.3673, 31.605
Si, 6.8362, 1.3673, 31.605
Si, 4.1018, 4.1018, 31.605
Si, 9.5708, 4.1018, 31.605
Si, 1.3673, 6.8362, 31.605
Si, 6.8362, 6.8362, 31.605
Si, 4.1018, 9.5708, 31.605
Si, 9.5708, 9.5708, 31.605
Si, 2.7345, 0, 0.6835
Si, 8.2035, 0, 0.6835
Si, 0, 2.7345, 0.6835
Si, 5.469, 2.7345, 0.6835
Si, 2.7345, 5.469, 0.6835
Si, 8.2035, 5.469, 0.6835
Si, 0, 8.2035, 0.6835
Si, 5.469, 8.2035, 0.6835
Si, 4.1018, 1.3673, 2.0507
Si, 9.5708, 1.3673, 2.0507
Si, 1.3673, 4.1018, 2.0507
Si, 6.8362, 4.1018, 2.0507
Si, 4.1018, 6.8362, 2.0507
Si, 9.5708, 6.8362, 2.0507
Si, 1.3673, 9.5708, 2.0507
Si, 6.8362, 9.5708, 2.0507
Si, 0, 0, 3.418
Si, 5.469, 0, 3.418
Si, 2.7345, 2.7345, 3.418
Si, 8.2035, 2.7345, 3.418
Si, 0, 5.469, 3.418
Si, 5.469, 5.469, 3.418
Si, 2.7345, 8.2035, 3.418
Si, 8.2035, 8.2035, 3.418
Si, 1.4124, 1.3462, 4.7917
Si, 6.8083, 1.4135, 4.7843
Si, 4.078, 4.1161, 4.8
Si, 9.5862, 4.0822, 4.8094
Si, 1.378, 6.8138, 4.8213
Si, 6.8571, 6.8208, 4.7464
Si, 4.067, 9.6059, 4.7869
Si, 9.6217, 9.5179, 4.7299
Si, 2.7359, -0.0165, 6.2619
Si, 8.2846, 0.0396, 5.9899
Si, 0.0963, 2.7598, 6.1584
Si, 5.4517, 2.7791, 6.2045
Si, 2.7101, 5.4538, 6.2455
Si, 8.1896, 5.4408, 6.159
Si, 0.0152, 8.172, 6.1903
Si, 5.4459, 8.2073, 6.0511
Si, 3.842, 1.6709, 7.5177
Si, 9.9471, 1.0512, 7.297
Si, 1.5631, 3.8915, 7.672
Si, 6.5735, 4.3989, 7.5276
Si, 4.3516, 6.654, 7.4262
Si, 9.2592, 7.0911, 7.4306
Si, 1.1648, 9.689, 7.5869
Si, 7.105, 9.3899, 7.1744
O, 1.3232, 4.1397, 24.4178
O, 6.8366, 9.5271, 24.3888
O, 2.7024, 2.7478, 8.0595
O, 8.1155, 8.2368, 7.7331
O, 5.4705, 5.5584, 7.9566
O, 0.0207, -0.0948, 7.963
O, 4.1095, 6.8881, 24.3872
O, 9.6824, 1.2922, 24.2659
O, 1.6785, 8.9795, 9.0214
O, 0.892, 4.4023, 9.1148
O, 9.246, 1.782, 8.611
O, 6.646, 10.044, 8.6896
O, 4.568, 1.1542, 8.9233
O, 3.7755, 7.3698, 8.7829
O, 7.1696, 3.8455, 8.9617
O, 9.5835, 6.6732, 8.9782
O, 2.9069, 2.2698, 23.5041
O, 5.0978, 0.1756, 23.2581
O, 8.1571, 2.9898, 23.0735
O, 10.3721, 5.772, 23.5795
O, 8.2975, 7.4855, 23.6963
O, 2.2583, 8.4822, 23.4465
O, 6.1679, 5.4654, 23.5198
O, 0.6417, 10.583, 23.3865
Si, 3.0461, 8.4257, 9.7682
Si, 7.5266, 3.9763, 10.5445
Si, -1.1878, 3.8739, 15.9018
Si, 3.382, 2.958, 22.1067
Si, 7.0227, 0.6636, 19.7586
Si, 12.3038, -5.7522, 17.4627
Si, 2.6823, 9.4797, 20.2525
Si, 9.269, 6.3137, 14.818
Si, 2.6461, 11.1669, 17.6597
Si, -2.1198, 9.8864, 17.797
Si, 4.7493, 0.3716, 21.6829
Si, 9.3789, 12.4759, 10.1971
Si, 4.412, 11.2509, 10.2944
Si, 3.328, 1.7417, 12.8493
Si, 9.0483, 8.5137, 12.9011
Si, 0.9856, 9.1456, 22.6699
Si, -0.1458, 0.8973, 16.4328
Si, -1.1704, 0.2604, 13.8685
Si, 0.3315, 13.1071, 12.1519
Si, 5.5799, 5.0554, 22.0518
Si, 6.8754, 4.8933, 15.3492
Si, 5.2734, 4.2612, 12.7282
Si, 4.579, 11.2659, 15.4236
Si, 4.0964, 6.6751, 20.0338
Si, 4.3897, 5.1134, 17.3378
Si, -0.8109, 7.0481, 17.8343
Si, 4.9583, 12.9922, 17.8187
Si, 3.0996, 6.3214, 12.1015
Si, 7.9143, 3.1292, 21.4573
Si, 9.5903, 7.0064, 22.8678
Si, 9.6745, 5.4319, 20.4049
Si, 11.8429, 4.8518, 10.7064
Si, -3.5458, 9.9589, 14.9561
Si, 1.7225, 4.6812, 20.3481
Si, 7.132, 10.6616, 10.0442
Si, 9.3889, 6.5445, 10.5809
O, 8.302, 5.3646, 10.9001
O, 9.8897, -1.0189, 12.835
O, 19.4227, 13.6253, 10.9146
O, 2.7939, 5.8715, 20.5585
O, -2.854, 4.0468, 16.1725
O, -4.7227, 15.0612, 14.0568
O, 0.3083, 5.319, 20.7852
O, 3.5234, 11.9887, 11.3875
O, -1.0907, 7.3579, 13.7236
O, -0.035, 6.1491, 11.0363
O, 1.683, 4.279, 18.7747
O, 7.8749, 1.6632, 20.7329
O, 3.8783, 0.7859, 14.0266
O, 2.2515, 10.0596, 18.7794
O, 1.3041, 9.1531, 21.0654
O, 10.902, 1.3694, 10.7415
O, 9.8342, 0.1862, 17.5206
O, 9.6973, 8.5722, 18.2437
O, 4.4314, 1.9459, 21.3887
O, 2.9573, 18.6558, 11.2343
O, 6.5462, 4.0007, 21.2817
O, 9.0582, 3.9494, 20.636
O, 3.716, 8.2473, 20.0136
O, 0.8211, 6.7176, 17.8123
O, 3.4082, -0.4181, 21.2598
O, 1.3407, 11.9664, 17.0718
O, 1.7078, 12.7885, 12.9385
O, 0.3024, 3.7185, 11.7094
O, 9.9135, 4.8129, 14.5467
O, 2.4356, 16.1106, 11.1312
O, -14.2409, 6.2042, 14.7271
O, 5.9629, 11.1676, 10.976
O, -2.6971, 11.2825, 14.4654
O, 10.8534, 10.9339, 15.0619
O, 5.597, 5.3679, 16.2586
O, 4.5035, 6.2309, 18.5117
O, 13.7811, 5.231, 16.6706
O, 9.0275, 6.526, 21.4204
O, 3.4756, 10.5189, 16.384
O, -0.3587, 8.2725, 22.8025
O, 5.3202, 6.3405, 21.068
O, 5.7994, -0.685, 15.042
O, 2.0974, 3.3311, 21.1742
O, -3.2797, 8.8603, 13.7346
O, 2.2904, 6.6126, 13.4846
O, 3.6319, 1.2995, 18.394
O, 4.1638, 4.3402, 22.4242
O, 5.9587, -0.1183, 20.7124
O, -1.3458, 6.8319, 16.3181
O, 0.0815, 4.4384, 16.7899
O, -0.8768, 1.6869, 13.135
O, 4.6122, 5.7513, 12.4683
O, -1.4958, 5.9786, 18.8769
O, 4.0433, 14.1315, 12.8907
O, 6.2851, 1.5898, 18.6265
O, -2.9916, 9.5149, 16.4387
O, 10.078, 2.2899, 15.9459
O, 8.8539, 7.9139, 11.3645
O, 15.6267, 3.643, 17.968
O, 3.9941, 9.7308, 9.9972
O, 8.6122, 0.0535, 10.4621
O, 6.17, 3.8586, 11.4242
O, 7.8786, -0.5204, 19.0218
O, 5.1416, 12.5834, 16.2289
H, 2.6136, 6.1936, 14.2984

Results
free energy: -133981.717 eV
free energy less fixed offsets of H -15.97, O -568.88, Si -635.61 eV per atom: -3.787 eV

Forces (eV/angstrom), in the order of the atoms: element, x, y, z
Si, -0.0099, 0.0202, 0.002
Si, 0.0127, -0.0151, 0.0146
Si, -0.0164, 0.0156, 0.0038
Si, 0.0111, -0.0141, 0.0235
Si, 0.0166, -0.0182, 0.014
Si, -0.0143, 0.0096, 0.0059
Si, 0.0218, -0.0065, 0.02
Si, -0.0267, 0.0238, -0.005
Si, -0.0063, 0.0039, -0.0002
Si, 0.0053, -0.0073, -0.0093
Si, -0.0061, 0.0046, -0.0037
Si, 0.0091, -0.0065, -0.0043
Si, 0.0021, -0.0086, -0.0085
Si, -0.0119, 0.0085, 0.0029
Si, 0.0063, -0.0046, -0.0025
Si, -0.0022, 0.0033, -0.0043
Si, 0.0023, 0.0001, -0.007
Si, -0.0027, -0.0003, 0.0041
Si, 0.0014, 0.0025, -0.0026
Si, -0.0009, 0.0034, -0.0023
Si, -0.0013, -0.0007, -0.0046
Si, -0.0045, -0.0032, -0.0014
Si, 0.0008, 0.001, -0.0035
Si, 0.0083, 0.0011, -0.0074
Si, 0.2213, 0.0818, -0.3095
Si, -0.2545, -0.1236, 0.1586
Si, -0.0217, -0.0254, 0.1045
Si, -0.079, -0.2264, -0.1083
Si, -0.2461, 0.0173, 0.4481
Si, 0.0506, -0.0729, -0.0813
Si, 0.0156, 0.0082, -0.0307
Si, 0.0905, 0.3896, 0.0475
Si, -0.0449, -0.0051, -0.025
Si, 0.1203, 0.0396, 0.0187
Si, -0.032, 0.035, -0.0271
Si, -0.013, -0.0843, 0.0049
Si, 0.0661, 0.0339, 0.0127
Si, -0.0278, 0.0343, -0.0342
Si, -0.0209, -0.1273, 0.0338
Si, -0.0358, -0.0014, -0.0469
Si, 0.0082, -0.038, -0.0125
Si, -0.0354, 0.0614, -0.0091
Si, 0.0177, 0.0091, -0.0129
Si, -0.0396, -0.0109, -0.0399
Si, -0.033, 0.0617, 0.0002
Si, 0.0223, -0.0136, -0.0161
Si, -0.011, 0.0159, -0.0437
Si, 0.0335, -0.0277, -0.0166
Si, 0.0327, -0.0346, 0.025
Si, -0.0211, 0.0103, 0.0032
Si, 0.0036, 0.0382, 0.0138
Si, 0.0325, -0.0544, 0.0157
Si, -0.0139, 0.0204, 0.0162
Si, 0.0309, 0.015, 0.0246
Si, -0.0052, -0.0417, 0.0258
Si, -0.0335, 0.0052, 0.0127
Si, 0.0176, 0.0944, -0.0248
Si, -0.0109, -0.0498, 0.0329
Si, -0.0228, -0.0423, 0.0402
Si, -0.0145, 0.0245, -0.0076
Si, 0.0583, -0.0102, 0.0266
Si, -0.0507, 0.0364, -0.0146
Si, -0.0227, 0.0228, -0.029
Si, 0.0528, -0.0121, 0.0454
Si, 0.2723, 0.0547, -0.1455
Si, -0.1016, 0.1538, 0.0645
Si, 0.186, -0.0941, -0.0542
Si, 0.0204, 0.1382, 0.0167
Si, -0.0098, -0.0167, 0.1944
Si, -0.1489, -0.0468, -0.0854
Si, -0.1503, -0.024, 0.1567
Si, 0.0995, -0.1871, -0.3835
Si, -0.0164, 0.0033, -0.0001
Si, -0.0056, -0.0028, -0.0006
Si, -0.0051, -0.0051, 0.0006
Si, -0.0061, 0.0012, 0.004
Si, -0.0036, -0.0132, 0.0005
Si, -0.0305, -0.0152, 0.012
Si, -0.0004, -0.0052, 0.0081
Si, 0.0241, 0.0375, 0.0099
Si, 0.007, -0.0082, -0.0227
Si, 0.0149, 0.0076, -0.0182
Si, 0.0096, -0.0021, -0.0002
Si, -0.0004, -0.0063, -0.001
Si, 0.0045, 0.007, -0.0014
Si, 0.0059, 0.0038, -0.0172
Si, 0.0043, 0.003, 0.0015
Si, 0.012, 0.0114, -0.0173
Si, -0.0068, 0.0192, 0.0222
Si, 0, 0.0101, 0.0457
Si, 0.0129, -0.0265, 0.0067
Si, -0.0141, 0.0153, 0.016
Si, 0.0176, -0.004, 0.0068
Si, -0.0545, 0.0228, 0.0573
Si, -0.0262, -0.0007, 0.0478
Si, 0.0504, -0.185, 0.1301
O, 0.0021, 0.0004, 0.0058
O, 0.0064, -0.0062, 0.0069
O, -0.0033, 0.0181, -0.004
O, -0.0028, 0.1425, -0.1207
O, -0.0037, -0.0029, -0.0046
O, 0.0095, -0.0272, -0.0171
O, 0.0026, -0.0047, 0.0043
O, 0.0051, -0.0076, 0
O, 0.0355, -0.0134, 0.0003
O, 0.0004, -0.0036, -0.0138
O, 0.0308, -0.0136, -0.029
O, 0.0711, 0.0297, 0.1729
O, 0.0077, -0.012, 0.0018
O, -0.0073, 0.0007, -0.0049
O, -0.0095, -0.0014, -0.0222
O, -0.0039, 0.0075, -0.026
O, -0.0027, -0.0018, 0.0029
O, 0.0021, -0.0004, -0.0008
O, 0.0004, 0.0019, -0.0059
O, 0.0002, -0.0035, -0.0052
O, -0.003, 0.0021, 0.0026
O, -0.0025, 0, -0.0084
O, 0.0051, 0.0024, -0.0014
O, 0.0015, -0.0031, -0.0053
Si, 0.0344, 0.0495, 0.0105
Si, 0.0181, 0.018, 0.006
Si, -0.0023, 0.0003, -0.0015
Si, -0.0013, 0.0037, -0.01
Si, 0.002, -0.0029, -0.0031
Si, 0.0027, 0.0052, 0.0023
Si, 0.006, -0.0042, -0.0054
Si, 0.004, 0.0055, -0.0083
Si, 0.0006, 0.0011, 0.0026
Si, 0.0003, 0.0011, 0.0017
Si, 0.0011, -0.0057, -0.007
Si, 0.0162, -0.004, -0.0276
Si, -0.0168, -0.1585, -0.0239
Si, 0.0109, 0.0071, 0.0214
Si, -0.0083, -0.0052, -0.0347
Si, 0.0049, 0.0065, -0.0098
Si, -0.0019, -0.0048, -0.0024
Si, 0.0007, -0.0084, -0.0086
Si, -0.0155, 0.0042, -0.0065
Si, -0.0058, 0.0007, -0.0105
Si, 0.0029, 0.0028, -0.0025
Si, -0.0107, 0.0067, -0.0021
Si, 0.0056, -0.0042, -0.0013
Si, 0.0006, 0.0014, 0.0018
Si, -0.0026, -0.0007, 0.007
Si, -0.0005, -0.0007, -0.0008
Si, 0.0001, -0.0003, 0.0015
Si, 0.0034, -0.0031, -0.0046
Si, 0.0017, -0.005, -0.0105
Si, -0.0063, -0.0036, -0.0087
Si, 0.0045, -0.0029, -0.0057
Si, -0.0064, 0.0067, 0.0092
Si, 0.0045, -0.0045, -0.0115
Si, 0.0015, -0.0023, 0.0047
Si, 0.0233, 0.0239, -0.2349
Si, -0.0223, 0.0283, 0.0295
O, -0.0065, -0.0152, -0.0052
O, 0.0003, 0.003, 0.0071
O, -0.0022, 0.006, 0.0076
O, 0.0001, 0.0014, 0.0026
O, 0.001, -0.0024, -0.0017
O, 0.0024, -0.0022, 0.0022
O, -0.0065, 0.0038, 0.002
O, 0.0078, -0.0148, -0.0267
O, 0.0007, -0.0019, 0.0014
O, 0.0111, -0.0116, 0.0089
O, 0.0049, -0.0075, -0.0031
O, 0.0014, 0.0054, 0.0025
O, 0.0017, -0.0005, 0.0002
O, -0.0002, -0.0028, 0.0004
O, -0.0066, -0.0007, 0.009
O, -0.0118, 0.0029, -0.0077
O, -0.0002, -0.0016, -0.0005
O, 0.0011, -0.0009, -0.0029
O, 0, 0.0024, -0.0014
O, 0.0003, 0.0175, -0.0228
O, -0.001, 0.0011, -0.0005
O, -0.0021, -0.0033, 0.0002
O, -0.0023, 0.0029, -0.0022
O, 0.0025, 0.0006, -0.005
O, 0.0028, 0.0055, 0.003
O, 0.0039, 0, -0.0014
O, -0.0067, 0.0057, 0.0173
O, 0.0028, 0.0035, -0.0019
O, 0.0004, -0.0043, 0.0015
O, 0.0051, 0.0027, 0.0029
O, -0.0059, -0.0052, 0.002
O, -0.1138, -0.0087, 0.0624
O, -0.0014, 0.0022, 0.0015
O, 0.0025, 0.0024, 0.004
O, 0.0024, 0.0002, -0.0044
O, 0.0023, 0.0009, -0.001
O, -0.0018, 0.0002, -0.0048
O, -0.0016, 0.0075, 0.008
O, -0.0012, -0.0012, -0.0002
O, -0.0001, -0.0004, -0.0023
O, 0.0057, -0.0079, 0.0056
O, -0.0037, 0.0035, 0.0031
O, 0.0077, -0.0053, 0.0041
O, 0.0013, 0.0043, 0.014
O, 0.001, -0.0011, 0.0031
O, -0.0007, -0.0012, -0.0024
O, -0.0012, 0.001, -0.0006
O, -0.0045, 0.0004, 0.0026
O, 0.0016, 0.0035, 0.005
O, -0.0027, 0.0013, -0.0026
O, -0.0007, 0.0027, -0.0018
O, -0.0031, -0.0045, 0.003
O, -0.0023, -0.0038, 0.0025
O, 0.0127, 0.0065, 0.0019
O, 0.0053, -0.0025, 0.0007
O, 0.0008, -0.0012, 0.0029
O, 0.0004, 0.0005, -0.0009
O, 0.0326, -0.0213, 0.0259
O, 0.0007, -0.0022, -0.0026
O, -0.0191, 0.0989, 0.0072
O, -0.0503, -0.0368, -0.0054
O, 0.0073, -0.0042, -0.0013
O, -0.0032, 0.0029, -0.0017
O, -0.0001, 0.0018, 0.0023
H, 0.0003, 0.0001, -0.0011

The program warned: the cutoff lies below the one the program advises for these potential files; the exchange-correlation potential is rough where the density is thin.
